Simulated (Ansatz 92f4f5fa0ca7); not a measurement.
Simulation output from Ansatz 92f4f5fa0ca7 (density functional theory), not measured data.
Periodic cell of 252 atoms, Si144O108, from a study of silicon, its oxide and their interface. The atomic structure is a simulated model.
This geometry differs little from another in the collection (a relaxation step or a small displacement).

Settings: functional r2SCAN; potential files Ansatz PAW; basis plane waves; wave-function cutoff 800 eV; density cutoff ratio 5; exchange-correlation grid ratio 1; k mesh 1 x 1 x 1, shifted by 0.5 0.5 0 of a step; self-consistency stop 1e-10 eV per atom in the density residual; occupations fixed; spin none; net charge 0.

Cell vectors (angstrom)
a 10.88 0 0
b 0 10.88 0
c 3.4875 -4.0869 36.027

Atoms and the computed forces on them: element, x, y, z (angstrom), force x, y, z (eV/angstrom)
Si 3.1611 0.9315 0.4264 0.0039 -0.0022 0.0014
Si 5.901 3.5233 0.0437 -0.0023 0.0014 -0.007
Si 2.212 7.4341 0.1968 -0.0002 0.0005 0.0116
Si 4.81 -0.7863 0.2855 -0.0004 0.0039 0.013
Si -0.0671 -1.0398 -1.8954 0.0066 -0.0013 0.0247
Si -0.4751 4.6199 0.0549 0.0026 0.0018 -0.0118
Si 8.6426 6.2758 0.1805 0.0031 -0.0022 0.0118
Si 0.4615 -1.805 0.242 -0.0005 0.0021 -0.0091
Si 4.1887 2.7081 1.4795 0.0004 0.002 -0.0017
Si 6.8351 5.3096 1.3366 -0.0016 0.0012 -0.0009
Si 3.9954 -2.6257 1.4738 -0.0022 0.0001 -0.0007
Si 6.7193 0.0711 1.3632 0.0011 0.0011 -0.0007
Si -1.4406 2.7718 1.2084 0.0006 -0.0006 0.0021
Si 1.2905 5.546 1.3208 0.002 -0.0003 0.0038
Si 9.5617 8.0784 1.401 -0.001 0.0019 -0.0007
Si 1.3773 -0.0712 1.5303 -0.0018 0.001 -0.001
Si 2.7029 4.1354 2.6246 0 0.0008 -0.0004
Si 5.4459 6.7791 2.6197 0.0001 0.0014 -0.0002
Si 2.7147 -1.3539 2.9649 -0.001 0.0012 0.0009
Si 5.4697 1.3598 2.8973 0.0003 0.0001 0.0016
Si 8.1695 4.0313 2.7842 -0.0014 0.0009 0.001
Si 10.8824 6.7909 2.8529 -0.001 0 0.0007
Si 8.1368 9.5221 2.6209 -0.0013 -0.0003 -0.0004
Si -0.0626 1.4082 2.6235 0.0012 0.0001 0.0002
Si 1.3456 2.7452 4.0064 -0.0009 0.0008 -0.0013
Si 4.0624 5.4668 4.0104 -0.002 0.0015 0.0005
Si 1.3374 8.1414 4.2103 0.0008 0.001 -0.0005
Si 4.0965 0.0152 4.2365 -0.0006 -0.0001 -0.0008
Si 6.8273 2.7233 4.1789 -0.0002 -0.0004 -0.0018
Si 9.5165 5.4074 4.149 -0.0002 0.0016 -0.0016
Si 6.7954 8.1523 4.0173 0.0004 0.0009 0.0002
Si 9.4878 0.0164 3.9983 -0.0013 0.0033 -0.0007
Si 2.6766 1.4061 5.4628 0.0005 0 0.0014
Si 5.3952 4.1121 5.4054 0.0011 0.0006 -0.0002
Si 2.7457 6.7747 5.4639 0.0002 -0.0008 0.0006
Si 5.4768 9.4836 5.4867 -0.0001 -0.0006 0.0002
Si 8.1877 1.3338 5.4496 0.0014 0.0005 0.0013
Si 0.0248 4.0568 5.4666 0.0005 -0.0009 0.0013
Si 8.1374 6.8145 5.4383 -0.0004 0.0009 0.0015
Si 10.8278 9.5579 5.4219 -0.0005 -0.0009 0.001
Si 4.0686 2.7618 6.7975 -0.0013 0.0023 -0.0003
Si 6.7452 5.4499 6.7677 -0.0018 0.0009 0.0009
Si 4.0757 8.1394 6.8241 0.0003 -0.0004 0.0008
Si 6.8382 0.0001 6.8164 0 -0.0011 0.0011
Si -1.3471 2.6846 6.8059 -0.0005 0.0009 0.0012
Si 1.3959 5.4247 6.8211 0.0001 -0.0003 0.0009
Si 9.5095 8.1911 6.7945 -0.0006 0.0018 0.0004
Si 1.3134 0.0035 6.7879 -0.001 0.0012 -0.0004
Si 2.7266 4.0678 8.2063 0.0005 -0.0003 0.0004
Si 5.4115 6.7714 8.1759 -0.001 0.0001 0.0017
Si 2.6928 9.5287 8.1369 -0.0012 0.0003 0.0005
Si 5.4644 1.4013 8.1269 -0.0005 0.0018 -0.0005
Si 8.1144 4.0666 8.0851 -0.0006 0.0017 0.0017
Si 0.0328 6.8341 8.126 -0.0002 0.0007 0.0007
Si 8.1901 -1.3308 8.1872 -0.0002 0.0001 0.0017
Si -0.0283 1.3169 8.1815 0 -0.0003 0.0009
Si 1.3389 2.6662 9.4861 0.0009 0.0011 -0.0009
Si 4.0897 5.4055 9.5863 0.0003 0.0008 -0.0008
Si 1.3675 8.1803 9.5662 -0.0002 0.0001 0.0021
Si 4.0707 0.0489 9.4207 -0.0004 -0.0009 0
Si 6.8201 2.7315 9.5526 -0.0006 0.0001 0.0007
Si 9.4879 5.4478 9.3594 0.0001 0.0011 0.0007
Si 6.7865 8.1783 9.4332 0.0003 0.0007 -0.0015
Si 9.5254 0.0041 9.6235 -0.0004 0.0013 -0.0003
Si 2.731 1.3446 10.8434 -0.0026 0.0014 0
Si 5.4879 4.0825 10.965 0.0017 0.003 -0.0007
Si 2.7242 6.7798 10.917 -0.001 -0.0016 0.0039
Si 5.4201 -1.3226 10.7254 0.0009 -0.0004 0.0017
Si 8.1513 1.3792 10.9894 -0.0008 0.0014 0.0015
Si -0.1189 4.0235 10.6873 0.0004 0.0009 0.0015
Si 8.1863 6.8368 10.7143 -0.0015 0.0013 0.0028
Si 0.0296 9.5379 10.9991 -0.0011 0.0018 0.0023
Si 4.1443 2.6139 12.2457 -0.0091 0.0061 0.0099
Si 6.9125 5.5611 12.1846 0.0003 -0.0004 -0.0044
Si 4.1691 8.1965 12.1502 0 0.0006 -0.0042
Si 6.7624 -0.0859 12.208 -0.0009 -0.0034 -0.0029
Si -1.3591 2.8054 12.3123 0.0016 0.002 0.0004
Si 1.143 5.4074 12.0187 -0.0044 -0.0018 -0.0005
Si 9.452 8.1364 12.2226 -0.0011 -0.0004 -0.0004
Si 1.4552 0.0135 12.3232 0.0028 -0.0006 0.0006
Si 1.8119 3.8666 13.6386 0.0051 0.0038 0.0141
Si -0.4661 5.6113 17.1309 0.0017 -0.0006 0.0022
Si 3.0087 -1.3055 13.6354 0.0026 0.001 0.0094
Si 5.1618 0.9701 13.5358 -0.003 -0.0006 0.0128
Si 0.4448 1.8375 13.4992 0.0021 0.0049 -0.0067
Si -0.5261 6.3308 13.3708 0.0003 -0.0006 -0.0055
Si 7.7191 -1.7979 13.4817 -0.0038 0.0014 -0.0045
Si -2.2695 4.6608 13.5272 0.0003 0 -0.0042
Si -1.3632 -2.4864 -9.9369 0.0073 0.0021 -0.0166
Si 6.0252 7.3907 13.3758 0.0002 0.0027 -0.0004
Si 7.7368 4.6492 15.7558 -0.0069 0.0019 0.0173
Si 7.0212 4.6111 -9.3765 -0.0038 -0.0006 -0.017
Si 6.8984 4.9995 21.4281 0.0004 0.0027 -0.0084
Si 0.526 5.4695 23.9595 0.0008 0.0031 -0.0131
Si 3.8919 2.3857 -4.3479 0.0014 -0.0008 0.0165
Si 5.6361 0.2163 -11.0235 0.001 0.001 -0.0224
Si 9.1869 3.7837 22.8021 -0.0035 -0.0004 -0.0159
Si 9.0604 3.7447 20.0596 0.0013 -0.0038 -0.0201
Si 2.8506 6.1002 -2.4479 -0.0005 0.0006 0.023
Si 1.6939 3.1733 -6.1002 0.0042 -0.0005 0.0047
Si 8.079 0.1772 -2.67 -0.0029 0.0054 0.022
Si 5.2644 4.213 -2.1471 0.004 -0.0008 0.0256
Si 0.6549 -0.345 -9.3586 -0.0022 0.0021 -0.0129
Si 5.4913 6.8108 15.5558 -0.0064 -0.0075 0.0148
Si 9.3898 -2.5296 22.0909 0.0011 0.0006 -0.0127
Si 0.3913 0.4416 -6.4116 0.0026 -0.0039 -0.0012
Si -3.2894 1.8042 0.009 -0.0024 0.0047 0.0153
Si 0.5203 -2.0313 -4.6252 -0.0006 -0.0009 0.013
Si 8.3839 -0.8742 15.5809 0.0061 0.0009 0.0197
Si 4.8434 -2.0308 -7.2758 0.0007 0.0013 -0.0056
Si 0.2808 4.3342 -2.1747 -0.004 0.0039 0.0279
Si 0.9139 0.4923 19.6594 -0.0005 -0.0017 -0.0108
Si 1.8167 1.5164 -2.3256 0.0102 0.0022 0.031
Si -0.358 2.6611 17.9397 0.0013 -0.0007 -0.0018
Si 5.0107 0.3866 18.2566 0.0003 0.0009 -0.0065
Si 5.6639 0.9644 -6.5759 0.001 -0.0007 0.0123
Si 0.8441 6.1879 15.2722 0.0064 0.0032 0.0032
Si 0.4599 6.5571 -11.2196 -0.0036 -0.0023 -0.0064
Si 4.3615 -1.8915 22.1283 -0.0028 -0.0007 -0.0176
Si -0.3926 -0.4525 22.3045 0.0006 -0.0061 -0.0133
Si 3.36 -1.7136 -9.9068 0.0025 0.0002 -0.0171
Si 2.3481 6.5079 21.7757 0.0023 0.0051 -0.0194
Si 8.9121 7.018 -5.2529 -0.0003 0.0019 0.0082
Si 0.0652 0.7681 15.5317 -0.0094 -0.002 0.0141
Si 7.2003 6.6325 -2.5969 0.0033 -0.0055 0.0218
Si 7.4061 7.3545 -7.8943 0.009 0.0057 -0.0064
Si 6.6315 1.7767 16.1107 -0.0031 0.0017 0.008
Si 2.1373 -0.6386 17.2663 0.0049 -0.0031 -0.0004
Si 0.8216 2.3483 -10.943 -0.0065 -0.0027 -0.0167
Si 3.5367 8.0473 -4.6603 -0.0019 -0.0013 0.0136
Si 5.5132 -1.6278 -2.6785 -0.0022 0.0065 0.0238
Si 8.7304 1.2846 24.2353 0.0056 -0.0015 -0.0205
Si -0.11 6.3336 19.9884 -0.0052 -0.0059 -0.0133
Si 6.823 8.0338 20.6908 0.0007 -0.0025 -0.0222
Si 1.8998 0.0841 24.4747 0.001 -0.0026 -0.0192
Si 2.7168 6.1859 -10.6491 0.0031 -0.0035 -0.0105
Si 4.0901 3.841 22.11 0.0002 -0.0036 -0.016
Si 3.7531 0.884 20.9695 -0.0044 0.0003 -0.0149
Si 8.5889 1.5306 -5.4602 0.0018 -0.0032 0.0114
Si 6.8162 -2.1907 17.7349 0.0004 0 0.0027
Si 5.3879 2.2333 -8.5562 0.0043 -0.0012 -0.0087
Si 2.6335 3.8911 -8.9043 -0.0021 0.0001 -0.0056
Si 2.5676 7.8578 15.4215 -0.0025 -0.009 0.0066
Si -1.0398 4.1968 -4.8311 -0.0023 0.0031 0.01
O 3.3854 3.4925 13.4351 0.0003 -0.0039 -0.01
O 4.9221 -2.1688 23.6376 -0.0015 0.0004 0.0123
O 3.8503 6.8213 15.5809 0.0049 0.0046 -0.0059
O 0.1435 4.1344 17.511 -0.0044 0.0056 -0.0007
O -1.0837 1.0985 -6.4477 0.0011 0.0019 -0.0011
O 2.808 1.4831 -1.0701 -0.0232 0.0055 -0.0315
O 8.1249 6.9992 -3.8547 0.0031 0.0011 -0.0144
O 8.1917 6.6888 -1.3343 -0.0086 0.006 -0.0196
O 3.0479 3.4581 -5.2448 -0.0051 -0.0047 -0.0042
O 0.7453 0.3223 -2.249 0.0028 0.0091 -0.007
O 9.2844 0.3601 23.0434 -0.0056 0.0072 0.0103
O 3.9439 2.9795 -8.6725 -0.001 -0.0006 0.0035
O 1.6078 4.7074 15.0322 -0.0016 -0.003 -0.0144
O 3.675 2.3918 21.5334 0.0009 0.0071 0.0018
O 1.3493 4.2777 24.6688 0.0048 -0.0031 0.0098
O 0.4164 -0.5062 -5.1183 -0.0012 0.0039 -0.0053
O 8.8243 5.4023 16.7348 -0.0002 -0.0017 -0.0028
O 7.6223 0.5213 15.8954 0.0018 -0.0006 -0.0078
O 7.1075 1.322 24.2466 0.0036 -0.0015 0.0063
O 1.4617 6.5031 23.1392 -0.0068 -0.0018 0.0092
O 4.0849 3.6691 23.7109 0.0061 0.0021 0.0112
O 3.8764 5.0076 -1.8499 -0.008 0.0109 -0.0099
O 9.2301 2.9001 21.4362 -0.0013 0.0017 0.0143
O 4.435 -0.8178 -10.7152 -0.0036 -0.0052 0.0104
O 5.9956 -0.8723 18.1363 -0.0023 0.0025 0.0004
O 0.4218 3.7368 -5.3106 0.0039 -0.0033 -0.0051
O 6.0532 7.7533 -2.42 -0.0002 0.0003 -0.009
O 5.8905 7.8062 16.767 -0.0025 -0.0034 -0.0089
O 5.9783 8.059 -8.0942 -0.0018 0.0019 0.005
O 3.9807 -0.3052 22.0645 0.0034 -0.0042 0.008
O 2.7161 7.295 -1.3702 0.0044 -0.008 -0.0225
O 3.541 0.0288 17.688 -0.0011 0.0021 -0.0043
O 1.8828 -1.1012 -10.0598 -0.0016 -0.0006 0.0028
O 1.0564 -0.6225 18.4831 -0.0014 -0.0022 0.0065
O 4.3263 -1.705 -3.7847 -0.0034 -0.0027 -0.0073
O 4.1315 -0.1718 14.1599 0.0012 0.0042 -0.0075
O -0.9078 -0.5445 15.4074 -0.0019 0.0036 -0.0065
O 2.7926 1.4474 -3.61 0.0013 0.008 -0.0063
O 8.5031 8.1607 -8.7331 -0.0137 -0.0043 0.0261
O -0.9664 4.4322 -3.2224 -0.0019 -0.0028 -0.0172
O 8.1634 -1.8202 16.8969 -0.0024 0.0016 -0.0087
O 7.0662 -0.5466 -10.9318 -0.0025 0.0002 0.0074
O 1.4332 6.5117 20.4366 0.0005 0.0002 0.0109
O 3.3433 7.6759 -10.5036 0.0005 0.0045 0.0073
O 9.2044 -0.789 -2.0127 -0.0057 0.0053 -0.0118
O -0.3224 6.6408 18.4008 -0.0033 -0.0027 0.003
O -0.9604 7.2788 20.9824 0.0029 -0.0027 0.0006
O 0.6616 1.9318 18.9605 -0.0027 0.0013 -0.0032
O 6.6291 6.572 21.3444 -0.0023 -0.0017 0.0027
O 3.4795 6.6569 -3.8289 0.0018 0.0051 -0.0105
O 7.8293 7.4656 -6.3494 -0.0012 0.0001 -0.0015
O 0.7169 -0.3983 -7.7475 0.0003 0.0022 0.0056
O 1.5203 0.2287 16.0368 0.0004 0.0009 0
O 0.6803 1.166 -9.8765 0.0015 -0.0074 0.0035
O 5.767 4.8749 -10.3579 0.0044 -0.002 0.0128
O 8.7061 3.1154 -5.1901 0.0012 0.001 -0.004
O 5.6826 1.5829 17.4031 0.0008 -0.0031 0.0016
O 1.7537 3.8592 -7.5552 0.0015 -0.0009 0.0033
O 5.5877 1.3827 -9.9232 -0.0012 0.0059 0.0106
O 4.8991 3.1103 -3.2966 -0.0071 -0.0089 -0.0201
O 2.8961 1.3471 24.2655 -0.0027 0.0005 0.0091
O 6.4398 5.1987 -2.7286 0.0006 0.0053 -0.0089
O 7.828 4.6635 22.7165 0.0024 -0.0002 0.0076
O 7.7636 1.3374 -1.5749 0.0027 -0.0075 -0.0249
O 9.0463 7.6294 23.5108 -0.0034 -0.0065 0.0137
O -0.5914 1.7436 16.6473 0.0047 -0.0014 -0.0062
O 6.2805 5.4044 15.8549 0.0017 0.0023 -0.0087
O 5.5522 4.1605 21.5512 -0.0057 0.0008 0.0123
O 8.6874 0.7994 -4.0227 0.0021 0.0053 -0.0179
O 7.2187 1.1664 -6.192 -0.0036 0.0007 -0.0037
O 0.3601 -2.1303 -3.0193 -0.0001 -0.003 -0.0178
O 2.3163 0.5588 20.3847 0.0081 0.0058 0.0054
O 7.974 -2.0257 21.4656 0.0039 0.0023 0.007
O 3.6593 -1.7216 -8.3206 0.0034 -0.0018 0.0054
O 7.4865 3.1327 16.2721 0.0011 0.0027 -0.0064
O 1.3827 5.4467 -2.6405 0.0035 0.004 -0.0065
O -0.189 0.0885 20.7719 -0.0021 0.001 0.0068
O 0.9808 -0.2089 23.1644 0.0004 0.0031 0.0124
O 9.128 2.8148 18.7554 -0.0014 0.0048 0.0063
O 1.7821 3.4243 -10.2114 0.0048 0.0023 0.0065
O 2.3791 -2.1677 16.8095 -0.002 -0.0002 -0.0058
O 7.1594 7.9148 19.1105 -0.0018 0.0013 0.0032
O 4.8868 -1.039 -1.3287 0.0068 -0.009 -0.0259
O 2.0022 -2.5043 -5.031 0.0047 -0.0012 -0.0028
O 3.1786 5.1158 21.7133 0.0037 -0.0052 0.0089
O 1.5293 1.577 -6.2896 -0.0012 -0.0018 0.0023
O 5.7205 1.8635 14.7814 -0.0051 -0.0014 -0.0123
O 5.4077 -0.6257 -6.729 0.0008 -0.0016 -0.0014
O 4.8729 0.828 19.8037 -0.0055 0.0009 0.0096
O -0.2279 7.2411 -9.9065 -0.0006 0.0004 0.0086
O 4.7647 1.4735 -5.3339 0.0061 -0.0036 -0.0115
O -0.5992 4.8014 20.1181 -0.0035 -0.0012 -0.0041
O 2.8223 -1.1942 24.7888 0.0046 0.0001 0.0074
O 6.6097 3.3156 -8.502 -0.0039 -0.0018 0.003
O 7.2983 5.8244 -8.3657 0.0051 -0.0003 0.0058
O 3.1976 7.8899 21.8184 0.0001 -0.0026 0.0049
O 9.4479 5.5452 -5.6006 0.0004 -0.0006 -0.0025
O 6.7509 -0.6587 -3.0878 0.0004 -0.0007 -0.0093
O 5.4411 -2.0715 20.9476 -0.0055 0.0029 0.0086
O 7.6487 4.5225 20.074 0.0006 -0.0036 0.0055
O 9.2757 2.7985 24.0574 0.0006 -0.0005 0.0049
O 2.97 5.4398 -9.219 -0.0008 -0.0044 0.0059
O -0.7271 -1.0171 -9.8155 -0.0001 -0.0037 0.0022
O 0.9742 2.8844 -2.3325 0.0094 -0.0107 -0.0087
O 4.334 7.9138 -6.0578 0.0008 0.0052 -0.004
O -0.4518 4.7966 22.8784 -0.0055 -0.0032 0.0079
O 8.3453 4.4023 -10.2685 -0.0056 0.0018 0.0073
O -0.6851 7.9997 -5.2779 -0.0008 0.0002 -0.0048

Results
free energy: -153710.360 eV
free energy less fixed offsets of O -570.45, Si -639.56 eV per atom: -5.120 eV

The program warned: the cutoff lies below the one the program advises for these potential files; the forces do not sum to zero within the program's tolerance; empty levels may hold ghost states of the PAW files; the exchange-correlation potential is rough where the density is thin.
